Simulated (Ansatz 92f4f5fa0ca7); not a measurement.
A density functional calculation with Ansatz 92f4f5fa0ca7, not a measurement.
Periodic cell of 192 atoms, Si128O64, from a study of silicon, its oxide and their interface. The atomic structure is a simulated model.
This geometry differs little from another in the collection (a relaxation step or a small displacement).

Settings: functional r2SCAN; potential files Ansatz PAW; basis plane waves; wave-function cutoff 800 eV; density cutoff ratio 5; exchange-correlation grid ratio 1; k mesh 1 x 1 x 1, shifted by 0.5 0.5 0 of a step; self-consistency stop 1e-10 eV per atom in the density residual; occupations fixed; spin none; net charge 0.

Cell vectors (angstrom)
a	10.888	0	0
b	0	10.888	0
c	0	0	28.5667

Atoms and the computed forces on them: element, x, y, z (angstrom), force x, y, z (eV/angstrom)
Si	0.2358	-0.0601	-0.0968	-0.1272	0.0144	0.0004
Si	2.7484	2.6986	0.4187	-0.0165	-0.0103	0.1132
Si	0.6694	5.0016	-0.0896	-0.0304	-0.005	0.1598
Si	2.3651	8.4664	-0.0919	0.024	0.0398	0.1346
Si	4.8962	0.5174	0.0785	-0.0108	-0.0171	0.1043
Si	7.8308	2.832	0.1468	0.0117	0.0307	0.1147
Si	5.6227	4.9789	0.206	-0.0071	0.0431	0.0679
Si	8.5992	8.3683	-0.555	-0.009	0.0001	0.0691
Si	1.3017	1.2905	1.4918	0.0484	0.0275	0.0611
Si	4.1217	4.0222	1.6755	0.0018	0.0102	0.0197
Si	1.4108	6.7829	1.3004	-0.0001	-0.0174	0.043
Si	3.9508	9.6	1.2772	0.0174	-0.0512	-0.0259
Si	6.6109	1.3943	1.4782	0.0432	0.0278	0.0359
Si	9.6094	4.0687	1.1432	0.0075	0.021	-0.0175
Si	6.7845	6.6251	1.356	-0.0656	-0.0202	0.0917
Si	9.5911	9.579	1.1981	-0.0036	-0.0219	-0.0251
Si	-0.0864	2.7262	2.6962	0.0638	-0.0165	0.0135
Si	2.6757	-0.0604	2.8144	-0.0266	0.0422	0.0591
Si	-0.0387	8.1216	2.6287	0.0393	-0.0001	0.0364
Si	2.7523	5.5365	2.7926	0.026	-0.0216	0.0202
Si	5.4363	2.6765	2.9996	-0.0066	0.0198	0.0686
Si	8.1206	-0.0335	2.6031	-0.0295	0.0313	0.0294
Si	5.4217	8.1805	2.5731	0.0023	-0.0236	0.0305
Si	8.2767	5.3918	2.6834	-0.0799	0.0051	0.0182
Si	1.3331	4.0965	4.0479	0.0125	0.0059	-0.0185
Si	4.023	1.2947	4.2087	0.0326	0.0241	0.0087
Si	1.3014	9.4536	4.0864	0.0372	-0.0132	-0.027
Si	4.1292	6.8764	4.0915	0.0009	-0.0278	0.0114
Si	6.8912	4.0931	4.1381	-0.0404	-0.0271	-0.0049
Si	9.4608	1.3377	4.0358	0.008	-0.0103	-0.004
Si	6.7894	9.4969	4.0008	-0.0206	-0.0018	-0.0232
Si	9.5357	6.7957	4.0689	-0.0144	0.0179	-0.0411
Si	-0.0407	-0.0153	5.4064	0.0031	0.0041	0.0022
Si	2.6719	2.7364	5.4602	0.0231	-0.0069	0.0242
Si	0.0042	5.4443	5.4445	0.0135	0.0021	0.0013
Si	2.7189	8.169	5.4616	0.0039	0.0064	0.0117
Si	5.4574	-0.0567	5.4597	-0.014	0.0381	0.0051
Si	8.1857	2.694	5.4828	-0.0241	0.0149	-0.0006
Si	5.4835	5.4798	5.4335	0.0078	-0.0077	0.0208
Si	8.1505	8.1599	5.4036	0.0024	-0.0159	0.0209
Si	1.319	1.3519	6.7919	-0.0029	0.009	0.0191
Si	4.0902	4.1008	6.7772	0.0032	-0.0081	0.0196
Si	1.3705	6.7945	6.8078	0.0185	-0.0113	0.0203
Si	4.0768	9.5193	6.8318	-0.0017	-0.0018	-0.0122
Si	6.8009	1.3398	6.8108	-0.0174	-0.0069	0.0183
Si	9.5432	4.0781	6.8193	-0.0021	-0.0123	-0.0009
Si	6.8191	6.8223	6.8127	0.0027	-0.0035	0.0108
Si	9.5065	9.523	6.7905	-0.0067	0.0015	0.0081
Si	-0.0009	2.7121	8.1785	0.0099	0.0036	0.0006
Si	2.7065	0.0163	8.1623	0.0299	0.0066	0
Si	0.0011	8.1629	8.1569	0.0025	0.006	-0.0011
Si	2.7396	5.4525	8.1628	-0.0058	0.0153	-0.0083
Si	5.4411	2.7236	8.1486	0.0059	-0.0096	0.0048
Si	8.1694	0.0027	8.1751	0.0049	-0.0104	-0.0009
Si	5.4561	8.1734	8.1744	-0.0196	-0.0077	0.002
Si	8.1725	5.4486	8.1686	-0.0115	-0.0012	0.0027
Si	1.3733	4.0843	9.5057	0.027	-0.0129	-0.0056
Si	4.0771	1.376	9.5216	-0.0243	0.0276	-0.0178
Si	1.3618	9.5292	9.5281	-0.0152	-0.0173	-0.0143
Si	4.1026	6.8165	9.5226	0.0102	-0.003	-0.0101
Si	6.8106	4.0762	9.5215	-0.0186	0.005	0.0016
Si	9.5242	1.3668	9.5462	-0.0212	0.0086	-0.0149
Si	6.8092	9.5402	9.5335	0.0032	0.0283	-0.0124
Si	9.5302	6.8096	9.5354	0.0211	-0.0049	-0.0215
Si	-0.01	-0.0085	10.8967	0.0216	0.0132	-0.0153
Si	2.7356	2.7578	10.8804	-0.0142	0.0024	-0.0151
Si	0.0071	5.4227	10.874	-0.0269	0.0124	-0.0033
Si	2.7632	8.1902	10.8861	0.0027	-0.0059	0.0008
Si	5.4535	0.0268	10.884	0.0164	-0.0067	0.0068
Si	8.1793	2.7436	10.9146	0.0323	-0.0094	-0.0032
Si	5.4488	5.4452	10.8737	-0.0074	0.0001	-0.0111
Si	8.17	8.1869	10.8938	-0.001	-0.0087	-0.0234
Si	1.3647	1.3893	12.1991	0.0024	-0.0035	0.0177
Si	4.0803	4.1255	12.2578	0.0089	-0.0095	0.001
Si	1.3899	6.7905	12.1777	0.0177	-0.0197	-0.0107
Si	4.1387	9.5469	12.2718	0.002	-0.0107	-0.0009
Si	6.796	1.3955	12.2568	0.0098	0.0378	-0.0027
Si	9.5534	4.0906	12.3035	-0.0006	0.0196	-0.0103
Si	6.8219	6.7921	12.2197	-0.0043	-0.0197	0.0181
Si	9.5028	9.5455	12.2893	0.0017	-0.0133	0.0052
Si	0.0124	2.6577	13.643	0.0116	0.0524	-0.0428
Si	2.755	0.086	13.5487	0.0433	0.0157	-0.012
Si	0.053	8.1288	13.5258	0.018	0.0195	-0.0337
Si	2.6925	5.4699	13.6187	-0.0046	0.0057	-0.0455
Si	5.4766	2.8075	13.6069	-0.0691	-0.017	-0.0038
Si	8.1108	0.0391	13.6616	-0.0074	-0.012	0.0109
Si	5.5001	8.1269	13.6138	-0.06	0.0013	-0.0213
Si	8.2045	5.5241	13.6354	0.0088	-0.0429	-0.0636
Si	1.3191	4.0823	14.9792	-0.0373	-0.042	0.0089
Si	4.0258	1.5119	14.9381	-0.0255	0.0327	-0.0647
Si	1.3572	9.5949	14.7881	0.0095	-0.06	-0.0089
Si	4.0335	6.8657	14.9689	-0.0206	-0.005	-0.0383
Si	6.8627	4.1654	14.9968	0.0464	0.0184	0.005
Si	9.5132	1.3409	15.0618	0.0006	0.0065	-0.0028
Si	6.9181	9.3956	15.026	0.0607	-0.0261	-0.0198
Si	9.6153	6.8616	15.0038	-0.0425	0.0018	0.0102
Si	-0.3063	-0.45	16.1846	-0.1142	0.0211	-0.0705
Si	2.9695	3.0727	16.3066	0.0242	-0.0424	-0.0629
Si	-0.2626	5.1763	16.2808	-0.0141	0.0022	-0.1488
Si	2.7803	8.4466	16.2073	0.0055	0.0293	-0.101
Si	5.376	-0.6862	16.5679	0.0005	-0.0649	-0.0687
Si	8.3807	2.971	16.3508	0.0424	0.0101	-0.1646
Si	5.2574	5.3429	16.256	0.0082	-0.0105	-0.1238
Si	8.8388	8.6956	16.2587	-0.0123	-0.008	-0.1284
Si	6.3191	0.0282	23.9083	0.0176	-0.0063	-0.0023
Si	-1.1307	1.2922	26.836	0.0152	-0.0215	0.0929
Si	21.9981	32.3638	19.2289	0.0322	-0.0121	-0.0588
Si	-26.4673	-1.3693	26.582	-0.0034	-0.0041	0.0996
Si	-4.0261	-8.5865	19.0603	-0.0025	0.0153	-0.0697
Si	8.7223	19.8334	19.3589	-0.0332	-0.0345	-0.0427
Si	-11.2315	13.4627	22.6024	-0.0302	0.0088	-0.0262
Si	-3.3068	28.3819	22.7106	-0.034	-0.0354	-0.0276
Si	-37.2635	43.0914	19.566	-0.023	-0.0184	-0.0947
Si	-4.2552	13.8689	24.1054	0.0447	0.0637	-0.0417
Si	-13.7846	36.4048	21.4596	-0.0073	0.0033	-0.0149
Si	-12.2399	14.6139	25.1642	-0.0192	-0.0419	0.022
Si	-1.5332	10.8768	23.9869	-0.0204	0.0176	0.0429
Si	12.4654	6.6495	18.2934	-0.0311	0.0003	-0.0993
Si	-17.3475	16.6534	18.9701	0.0214	-0.022	-0.0221
Si	-39.7033	13.7378	19.1243	-0.0112	0.0458	-0.0832
Si	-0.5395	28.2504	26.1029	0.0126	-0.026	0.0974
Si	-16.8511	18.1196	21.6712	0.0074	-0.015	-0.0579
Si	-33.2001	7.9651	23.4866	0.0088	-0.0243	-0.009
Si	-10.5935	29.7164	20.5994	0.0002	0.0217	-0.0514
Si	-6.7274	10.1441	21.7085	0.0188	0.0117	-0.0465
Si	5.2509	27.4105	24.1034	0.0125	0.0111	0.014
Si	-17.4034	17.8688	26.7105	-0.0253	0.0105	0.1015
Si	12.883	1.3418	21.0996	-0.0106	-0.0347	-0.0505
O	-16.2855	8.1183	-1.6367	-0.0026	0.0084	-0.0334
O	-14.4358	25.3098	-8.5738	0.0178	0.0297	0.0371
O	-5.8922	-10.1004	-12.519	-0.0295	0.0148	-0.0302
O	-4.8063	9.7577	-3.5652	-0.0105	0.0075	-0.0398
O	8.882	18.3066	-5.4312	0.0009	0.0148	0.0252
O	-3.1685	9.3988	-1.4553	-0.0481	0.0358	-0.0327
O	1.7742	36.4637	-0.3665	-0.0113	-0.0059	-0.0445
O	-1.3878	24.8967	-7.091	0.0273	-0.0184	-0.0023
O	4.2062	4.3331	-8.9138	-0.0123	-0.0001	0.0254
O	-34.1978	0.3786	-3.0082	-0.0291	-0.0173	-0.0541
O	-13.926	32.4998	-5.1558	0.0006	-0.012	-0.0354
O	-14.75	13.8842	-6.0366	-0.012	-0.0255	0.0126
O	2.9748	29.4563	-1.4067	0.0478	-0.0254	-0.0803
O	11.3349	5.7219	-10.9319	0.027	0.0094	0.0827
O	0.0616	18.0653	-3.795	0.0197	0.0182	-0.0395
O	8.0102	14.1383	-3.6542	0.0236	-0.0055	0.0504
O	-6.326	16.876	22.6635	-0.0149	-0.0109	0.0103
O	4.3625	-4.4656	25.1973	-0.0279	-0.003	-0.0245
O	-9.5928	-1.261	27.9456	-0.0111	0.0055	-0.0226
O	-23.1543	10.3735	19.3891	-0.0153	0.0355	0.0205
O	-6.8906	31.1374	16.8212	0.0243	0.0413	0.0157
O	11.4586	-5.1386	27.0248	-0.0026	0.0226	-0.0896
O	-12.39	5.2539	25.6548	-0.027	0.0018	-0.0323
O	-2.3076	30.143	17.8525	0.0031	-0.0022	0.0931
O	-9.992	9.3082	19.9673	0.0308	-0.0071	0.042
O	-0.8191	1.1327	23.1264	0.007	-0.0206	-0.0024
O	7.7292	2.331	17.6967	-0.011	-0.0274	0.09
O	8.0187	-16.459	21.8273	0.0151	0.0195	0.0067
O	0.866	22.7252	19.9992	0.0239	0.0318	-0.0015
O	6.7277	25.7005	28.1146	0.0152	-0.0076	-0.0623
O	-16.4843	13.1806	18.6593	0.0061	-0.006	0.0157
O	11.3306	10.7472	17.6336	0.0743	0.0133	0.0943
O	-17.5868	15.0247	16.4336	0.0168	0.017	0.0644
O	-6.8679	-13.2297	21.9878	-0.0274	-0.0014	0.0185
O	-17.0735	6.8441	20.1207	0.0176	0.0405	0.0256
O	-5.402	10.7886	27.2662	0.0201	-0.0025	-0.072
O	-12.1788	18.485	26.9874	0.024	0.0097	-0.0137
O	-27.4335	32.5263	22.7463	0.01	0.0118	0.0165
O	2.7315	21.8214	21.7919	-0.0015	-0.0215	0.0198
O	-14.7281	11.8183	19.9012	0.0256	0.0126	0.0586
O	6.1188	12.4	24.521	-0.0267	-0.0076	0.0203
O	5.5814	-15.96	17.8115	0.0183	0.0067	0.0422
O	1.1867	13.2354	22.0979	0.0071	0.034	0.0269
O	7.6414	7.257	28.6729	0.0465	-0.0036	0.0216
O	-4.3777	29.2932	21.9017	0.0257	0.026	-0.0058
O	-31.5132	17.6915	19.8432	-0.0135	-0.0079	0.0613
O	10.2702	13.6363	26.2557	0.0147	0.0274	-0.0359
O	-0.6765	20.4185	23.8187	0.0111	-0.0025	-0.0199
O	-15.65	10.3398	17.9725	0.0439	0.0296	0.0835
O	-21.339	29.5636	22.1976	0.0258	-0.0167	0.0601
O	-23.0697	-13.8905	20.2246	-0.0284	-0.0165	0.0193
O	-29.8887	2.6852	17.8991	-0.0164	-0.0244	0.0383
O	-22.2163	68.9759	23.8203	0.015	0.0182	0.0018
O	12.632	29.785	17.4173	-0.0411	0.0164	0.0156
O	-1.3868	14.9817	16.7847	0.0213	0.0211	0.0498
O	-2.4925	34.3902	27.633	0.0118	-0.0816	-0.0775
O	3.0395	6.0199	18.1959	0.0112	-0.0219	0.0027
O	-3.6198	20.1023	19.9877	0.0055	-0.0157	0.076
O	-14.9854	6.1704	24.0646	0.0367	-0.0031	0.0185
O	4.7379	5.6931	27.6066	-0.0364	-0.0179	-0.0515
O	4.8308	10.3149	20.2397	-0.0336	0.0038	0.0184
O	-18.5606	12.9982	20.3952	0.0004	-0.0173	0.0371
O	-28.8694	12.5612	28.1822	0.0481	-0.0174	-0.0583
O	-27.2385	4.0422	24.3853	-0.0279	-0.0225	0.0184

Results
free energy: -118374.261 eV
free energy less fixed offsets of O -570.45, Si -639.56 eV per atom: -1.781 eV

The program warned: the cutoff lies below the one the program advises for these potential files; the forces do not sum to zero within the program's tolerance; empty levels may hold ghost states of the PAW files; the exchange-correlation potential is rough where the density is thin.
